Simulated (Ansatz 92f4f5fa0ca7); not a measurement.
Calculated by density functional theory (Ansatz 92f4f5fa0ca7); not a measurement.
Periodic cell of 211 atoms, Si125O78As8, from a study of silicon, its oxide and their interface. The atomic structure is a simulated model.
Doubt: the cutoff is far below the 930 eV that the study's wrapper takes by default for these files, so forces and energies are approximate.
This geometry differs little from another in the collection (a relaxation step or a small displacement).

Settings
functional: PBE
potential files: Ansatz PAW
basis: plane waves
wave-function cutoff: 580 eV
density cutoff ratio: 5
exchange-correlation grid ratio: 1
k mesh: 1 x 1 x 1, Gamma-centred
self-consistency stop: 5e-08 eV per atom in the density residual
occupations: fixed
spin: none
net charge: 0

Cell vectors (angstrom)
a	10.938	0	0
b	0	10.938	0
c	0	0	32.0508

Atoms: element, x, y, z (angstrom)
As	0.5547	-0.5463	24.6947
Si	4.775	0.6503	24.6586
Si	3.0303	2.3801	24.5742
As	7.765	3.1961	24.6006
Si	-0.262	5.5859	24.4901
As	5.9763	4.9541	24.4872
As	2.3178	8.6265	24.5315
Si	9.0465	7.4633	24.5472
Si	1.426	1.325	25.963
Si	6.743	1.4188	25.885
Si	4.158	4.0322	25.8693
Si	9.5386	4.1252	25.9582
Si	1.3493	6.7768	25.8359
Si	6.9993	6.7699	25.7641
Si	4.0453	9.65	25.9013
Si	9.6828	9.3937	25.9207
Si	2.7341	-0.0193	27.3536
Si	8.2183	-0.0302	27.1712
Si	-0.019	2.7004	27.2433
Si	5.4749	2.7433	27.325
Si	2.7864	5.4614	27.1944
Si	8.194	5.4707	27.3147
Si	0.0792	8.1276	27.3268
Si	5.5163	8.1857	27.1385
Si	4.1018	1.3673	28.6326
Si	9.5708	1.3673	28.6326
Si	1.3673	4.1018	28.6326
Si	6.8362	4.1018	28.6326
Si	4.1018	6.8362	28.6326
Si	9.5708	6.8362	28.6326
Si	1.3673	9.5708	28.6326
Si	6.8362	9.5708	28.6326
Si	0	0	29.9998
Si	5.469	0	29.9998
Si	2.7345	2.7345	29.9998
Si	8.2035	2.7345	29.9998
Si	0	5.469	29.9998
Si	5.469	5.469	29.9998
Si	2.7345	8.2035	29.9998
Si	8.2035	8.2035	29.9998
Si	1.3673	1.3673	31.3671
Si	6.8362	1.3673	31.3671
Si	4.1018	4.1018	31.3671
Si	9.5708	4.1018	31.3671
Si	1.3673	6.8362	31.3671
Si	6.8362	6.8362	31.3671
Si	4.1018	9.5708	31.3671
Si	9.5708	9.5708	31.3671
Si	2.7345	0	0.6835
Si	8.2035	0	0.6835
Si	0	2.7345	0.6835
Si	5.469	2.7345	0.6835
Si	2.7345	5.469	0.6835
Si	8.2035	5.469	0.6835
Si	0	8.2035	0.6835
Si	5.469	8.2035	0.6835
Si	4.1018	1.3673	2.0507
Si	9.5708	1.3673	2.0507
Si	1.3673	4.1018	2.0507
Si	6.8362	4.1018	2.0507
Si	4.1018	6.8362	2.0507
Si	9.5708	6.8362	2.0507
Si	1.3673	9.5708	2.0507
Si	6.8362	9.5708	2.0507
Si	0	0	3.418
Si	5.469	0	3.418
Si	2.7345	2.7345	3.418
Si	8.2035	2.7345	3.418
Si	0	5.469	3.418
Si	5.469	5.469	3.418
Si	2.7345	8.2035	3.418
Si	8.2035	8.2035	3.418
Si	1.3351	1.3202	4.7959
Si	6.7649	1.3778	4.7854
Si	4.1161	4.1856	4.8023
Si	9.5943	4.1317	4.7659
Si	1.2947	6.8365	4.8035
Si	6.7562	6.8462	4.7961
Si	4.12	9.6489	4.8113
Si	9.6016	9.6067	4.7981
Si	2.7498	0.0504	6.237
Si	8.1746	0.0332	6.1055
Si	-0.047	2.7233	6.1209
Si	5.4697	2.7894	6.1631
Si	2.7072	5.5313	6.1678
Si	8.1765	5.4791	6.0833
Si	-0.0386	8.2497	6.2266
Si	5.4287	8.2281	6.2006
Si	3.5832	2.0102	7.4316
As	9.0928	1.821	7.5101
Si	1.7832	3.6707	7.3392
As	7.3256	3.6883	7.4971
Si	3.533	7.3948	7.4638
As	8.9905	7.3366	7.4656
Si	1.8331	9.1611	7.4787
As	7.2396	9.1998	7.5161
O	1.0963	4.0952	8.8058
O	4.1046	1.7829	9.0237
O	1.3894	9.7611	8.9769
O	3.9471	6.9613	9.0313
O	6.2919	4.1049	13.1585
O	11.2038	4.6679	23.1311
O	2.3412	2.9513	23.1282
O	5.1572	0.193	23.107
Si	3.7597	16.7541	10.1675
Si	1.2264	-0.6982	10.5065
Si	16.0778	-6.9249	14.3223
Si	8.8364	-1.4822	22.1363
Si	12.5201	8.0416	12.753
Si	-1.4646	-1.1917	11.6058
Si	18.0488	-16.9213	16.3697
Si	5.5173	-1.4064	19.6922
Si	18.1306	5.1161	19.5873
Si	4.3097	-8.0278	10.1878
Si	-7.152	1.1302	14.6618
Si	8.0034	0.6362	12.9992
Si	4.4003	-4.3834	13.0147
Si	6.7969	3.0751	12.0036
Si	2.9335	-13.6769	19.6709
Si	22.6729	5.873	17.1366
Si	-1.4364	15.3987	12.0066
Si	-0.532	-10.0123	21.2564
Si	-1.0274	-6.8083	15.1729
Si	1.1145	-11.5246	19.1403
Si	11.7716	5.0221	10.0981
Si	10.7648	-1.3952	14.5008
Si	2.8746	1.4124	17.5841
Si	-3.2882	2.215	20.3865
Si	8.0009	-13.9127	19.4717
Si	15.1337	-5.3987	19.5797
Si	21.0718	-3.9497	11.0996
Si	6.461	11.2109	22.1709
Si	17.3884	-11.246	15.425
Si	0.9298	3.3603	22.3555
Si	13.2707	1.5759	12.1282
Si	10.1671	-2.3263	17.3931
Si	-0.1273	1.5882	14.0106
Si	16.8983	-3.3345	15.27
Si	16.8047	11.9382	17.9934
Si	12.7773	-7.1259	19.2993
Si	14.4692	-4.0159	17.0669
O	17.4595	-12.8334	15.75
O	14.0179	0.6667	13.2684
O	10.8347	-5.7818	16.0069
O	7.033	-4.439	15.8256
O	11.5586	0.5916	20.1482
O	-2.2343	-2.5928	18.0553
O	8.3052	3.4621	11.5431
O	-2.3545	-12.9402	20.6189
O	15.3891	-9.1307	17.853
O	2.3855	-10.9141	18.3032
O	11.9783	-5.944	18.4943
O	29.0022	-17.0078	17.9842
O	8.1767	6.391	19.8738
O	5.3966	-11.455	18.357
O	-0.8201	-0.49	22.0194
O	3.2852	2.7471	11.4798
O	2.0281	0.6696	10.8149
O	16.6037	-3.5286	13.652
O	17.6725	11.7106	16.6269
O	17.7588	1.8129	21.7464
O	1.9161	-8.3663	18.2295
O	15.3201	-5.0541	17.9915
O	10.6149	10.6213	10.8553
O	-0.0554	-8.8988	22.3565
O	-0.3422	2.6488	15.2326
O	5.8417	2.9247	10.7171
O	1.1051	3.6232	20.7423
O	10.8834	4.1498	11.1737
O	-3.2521	-11.4931	22.8566
O	-12.7798	12.4072	20.4342
O	10.8821	6.3724	9.7696
O	20.7356	15.4279	13.5954
O	-7.723	-4.2465	20.2632
O	-1.528	1.439	13.1794
O	15.0673	5.2304	13.9457
O	10.869	-11.9784	18.1127
O	6.7675	-9.3126	12.7288
O	8.9589	-2.8329	23.0161
O	1.7715	9.104	11.5318
O	10.0024	-1.991	15.804
O	18.6012	-0.1286	14.3727
O	17.3257	-2.7336	19.3297
O	9.8368	9.3947	13.1652
O	12.4813	-1.9466	19.9864
O	-4.1118	-9.1781	19.0528
O	7.848	3.8274	20.3325
O	12.1291	-2.2332	14.1975
O	-2.5116	4.1757	15.8224
O	3.0587	-13.728	18.0364
O	9.3507	-2.5727	10.7667
O	5.6895	-5.5607	20.207
O	2.7643	1.235	15.9486
O	22.2102	7.0808	12.2915
O	16.7339	-17.6936	15.7993
O	15.2887	-8.3196	14.3583
O	4.0912	31.0066	20.3178
O	3.0062	-3.5746	13.027
O	-1.9541	16.8986	11.6129
O	1.0003	2.1107	12.9341
O	4.7118	-4.7605	11.4479
O	13.1663	-4.7421	16.4266
O	14.3294	-6.7957	19.7053
O	4.1197	4.3745	9.4845
O	13.1664	5.6113	10.7053
O	4.9475	-10.918	14.8911
O	0.2276	0.1658	14.7126
O	-6.4693	-14.4167	15.894
O	6.2274	-0.4895	20.7838
O	21.9738	7.2576	17.614
O	8.0871	-0.355	11.6888

Results
free energy: -162675.337 eV
free energy less fixed offsets of As -4856.12, O -568.88, Si -635.61 eV per atom: -2.487 eV

Forces (eV/angstrom), in the order of the atoms: element, x, y, z
As	-0.1546	0.3888	-0.5475
Si	0.4229	-0.3916	0.2473
Si	-0.389	0.3249	-0.0301
As	0.2677	-0.2655	-0.4729
Si	0.2875	-0.5753	0.0555
As	-0.3118	0.201	-0.2144
As	0.0853	-0.2373	-0.124
Si	-0.5182	0.6139	0.2087
Si	-0.0101	-0.2895	0.2285
Si	-0.1724	0.0557	0.1312
Si	0.23	0.1319	0.1273
Si	-0.1739	-0.0373	0.1524
Si	0.1722	0.2468	0.1417
Si	0.0565	-0.1646	0.0514
Si	-0.0823	0.0896	0.0727
Si	0.1086	-0.2244	0.2657
Si	0.2896	0.3411	0.0781
Si	-0.0558	-0.0725	-0.0458
Si	0.1573	0.1371	-0.0253
Si	-0.2961	-0.3017	0.1175
Si	-0.1756	-0.15	0.0269
Si	0.3467	0.328	0.116
Si	-0.3104	-0.2659	0.0776
Si	0.0468	0.0804	0.027
Si	0.1046	0.0269	0.4984
Si	-0.1866	-0.298	-0.3966
Si	0.1341	0.0269	-0.5137
Si	-0.0347	0.1039	0.3627
Si	0.2822	0.0872	-0.6801
Si	0.0354	-0.1175	0.4179
Si	0.0277	-0.2441	0.5191
Si	0.0319	-0.109	-0.6766
Si	-0.0767	-0.1368	0.0162
Si	-0.0698	0.0985	-0.0144
Si	0.0205	-0.0422	0.0116
Si	-0.0955	0.0187	0.0143
Si	-0.108	0.0406	-0.0017
Si	0.0747	-0.0132	0.0213
Si	-0.0031	0.1802	0.0451
Si	0.0941	0.0004	-0.004
Si	-0.0276	0.0313	0.0043
Si	0.0378	-0.101	0.0112
Si	-0.0404	0.063	0.009
Si	0.1416	-0.0337	0.0062
Si	0.0194	-0.1407	-0.0014
Si	-0.0672	0.0255	0.0039
Si	0.124	-0.0572	0.0201
Si	-0.0364	0.0696	0.0185
Si	-0.0402	0.0047	-0.0173
Si	0.0351	0.0367	0.016
Si	-0.0762	-0.0338	0.0155
Si	-0.0091	0.0183	-0.0187
Si	0.0109	0.0437	0.0126
Si	-0.0302	0.0135	-0.0272
Si	-0.003	0.0448	-0.023
Si	-0.0431	0.0138	0.0206
Si	0.0454	-0.0252	-0.011
Si	0.0366	-0.0422	0.0128
Si	0.0132	0.0307	-0.0104
Si	0.0041	0.014	-0.0016
Si	0.0664	-0.0525	0.0003
Si	0.0272	-0.0814	-0.0094
Si	-0.0214	-0.0084	-0.0146
Si	0.007	0.0278	-0.0038
Si	0.0402	-0.0716	-0.4104
Si	-0.0388	0.0632	-0.41
Si	-0.0107	0.083	0.507
Si	-0.1225	0.0185	0.2906
Si	0.0111	0.0969	-0.4265
Si	-0.0869	0.1536	-0.4841
Si	-0.0764	0.1848	0.5078
Si	-0.0569	0.0672	0.4914
Si	-0.0161	0.0727	-0.0366
Si	0.0097	-0.131	-0.1025
Si	0.0577	-0.1024	-0.1618
Si	0.0445	0.1385	-0.0681
Si	-0.0386	0.1541	-0.0347
Si	-0.0524	-0.192	-0.1015
Si	-0.0471	-0.1932	-0.0151
Si	0.0169	0.154	-0.0612
Si	0.004	0.0724	-0.1145
Si	-0.0201	-0.0145	-0.259
Si	0.1438	0.0309	-0.2367
Si	-0.019	0.0553	-0.2247
Si	-0.0082	0.0394	-0.0145
Si	0.0263	0.1308	-0.2791
Si	0.0359	-0.0493	-0.3233
Si	-0.0368	0.0521	-0.2277
Si	0.4102	-0.4094	0.1148
As	0.1186	-0.1142	0.343
Si	-0.5879	0.2199	0.0113
As	-0.2385	0.0727	0.3933
Si	0.5057	-0.3182	0.1005
As	0.2412	-0.1939	0.4995
Si	-0.4876	0.348	0.11
As	-0.0637	0.074	0.2496
O	0.154	-0.0695	0.0354
O	-0.1756	0.1155	0.0906
O	0.1102	-0.1961	-0.1061
O	-0.1589	0.112	0.0226
O	-0.0128	0.0251	-0.0743
O	-0.1002	0.2163	0.167
O	-0.0019	-0.0649	0.0073
O	-0.1023	0.1247	-0.1971
Si	0.008	0.0435	0.0946
Si	0.0242	-0.0495	0.1175
Si	-0.0015	0.0268	-0.0029
Si	-0.0578	-0.0702	0.0171
Si	0.0101	-0.0092	-0.0038
Si	-0.0205	-0.0744	0.0328
Si	-0.0615	0.0382	-0.0283
Si	-0.0615	-0.1154	-0.0317
Si	-0.0161	0.052	-0.0055
Si	-0.0058	-0.0952	0.1516
Si	0.0286	0.0166	0.0047
Si	-0.0351	0.0028	-0.0444
Si	-0.0112	0.0625	0.0593
Si	0.1003	0.0098	0.1307
Si	0.0405	0.0993	-0.0136
Si	0.0098	0.0134	-0.0049
Si	-0.141	0.1236	-0.0081
Si	0.003	-0.0101	-0.1432
Si	-0.0468	-0.0191	-0.1039
Si	-0.0294	-0.0419	-0.0694
Si	-0.1152	-0.1208	0.0305
Si	0.0404	-0.0471	-0.0491
Si	0.0648	-0.0671	-0.0248
Si	-0.0354	0.0482	-0.0707
Si	-0.1206	-0.1186	-0.0725
Si	0.0216	-0.0137	-0.0809
Si	-0.1586	0.0002	0.1647
Si	-0.0701	0.0093	0.0139
Si	-0.098	0.087	-0.0176
Si	0.1501	0.0422	0.2293
Si	-0.0409	-0.1325	0.1427
Si	0.0693	0.0354	-0.0298
Si	-0.0888	0.0017	-0.0159
Si	-0.0824	-0.0206	-0.0827
Si	-0.0507	-0.0381	0.0905
Si	0.1361	0.0388	-0.0991
Si	0.0208	-0.0023	0.0395
O	0.055	-0.0216	-0.0026
O	-0.0139	0.0194	-0.0679
O	0.0156	0.0088	0.003
O	0.0261	0.0186	0.0149
O	-0.0348	0.0078	0.0904
O	-0.0009	0.0058	0.0245
O	-0.0335	-0.053	-0.0441
O	0.0541	0.0755	0.0111
O	0.0015	-0.0058	0.0008
O	-0.0319	-0.0114	0.0125
O	-0.0185	-0.0314	0.0538
O	0.0041	-0.0166	-0.023
O	-0.0209	-0.0321	-0.0174
O	0.0319	0.019	-0.0138
O	0.0189	0.0496	-0.0087
O	0.0588	0.0618	-0.0815
O	0.0723	0.1161	-0.0399
O	0.0202	-0.0222	-0.0027
O	0.0338	-0.0399	-0.0211
O	0.0321	-0.0103	0.051
O	-0.0154	0.02	0.011
O	-0.0116	-0.0122	0.0375
O	-0.0805	0.0224	-0.0432
O	-0.0669	-0.0419	0.1164
O	0.0081	-0.0026	0.0375
O	-0.0131	-0.0093	-0.105
O	-0.0008	0.0518	0.0893
O	0.1127	0.0056	-0.05
O	0.023	0.0066	0.0382
O	0.0589	-0.0448	0.0526
O	-0.0774	0.0627	-0.087
O	0.0603	-0.0198	0.06
O	0.0089	0.0096	-0.0041
O	0.0545	-0.021	-0.057
O	-0.0121	-0.0136	-0.0407
O	-0.003	0.0158	0.0282
O	0.0187	0.0037	-0.0531
O	0.1897	-0.1	-0.1632
O	0.0684	-0.0132	-0.0172
O	-0.041	-0.0063	0.0565
O	-0.0325	-0.0254	0.0256
O	0.0324	0.0586	0.0273
O	-0.0396	0.0243	0.0106
O	0.0221	-0.0102	0.0034
O	-0.004	-0.0011	-0.0339
O	0.0085	-0.0075	0.0182
O	-0.0006	0.0409	-0.0225
O	0.0011	-0.03	0.034
O	0.0146	-0.0172	0.0322
O	0.048	-0.0134	-0.0785
O	-0.0337	-0.001	0.0245
O	-0.0121	-0.0085	0.0323
O	-0.0043	0.0189	-0.0445
O	0.0368	-0.0274	0.0431
O	-0.0218	0.0114	0.0214
O	0.0413	0.0074	0.0086
O	-0.0206	0.0044	0.0136
O	0.1029	-0.0153	-0.0725
O	0.0522	-0.0313	-0.0536
O	0.0324	-0.0663	-0.0753
O	-0.0018	-0.0215	-0.0118
O	-0.0485	-0.019	0.0298
O	0.1112	0.039	-0.041
O	0.0697	0.0557	0.0214
O	-0.0048	-0.0017	0.0113
O	0.0277	0.038	-0.0202
O	-0.0027	0.0124	0.021
O	0.0412	0.0013	-0.0443
O	0.0005	-0.0238	0.02
O	0.0597	0.0413	0.0709

The program warned: the cutoff lies below the one the program advises for these potential files; the exchange-correlation potential is rough where the density is thin.
